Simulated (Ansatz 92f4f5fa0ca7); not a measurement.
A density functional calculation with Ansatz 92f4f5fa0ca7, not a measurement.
Periodic cell of 280 atoms, Si144O88H32N16, with a vacuum gap, from a study of silicon, its oxide and their interface. The atomic structure is a simulated model.

Settings
functional: r2SCAN
potential files: Ansatz PAW
basis: plane waves
wave-function cutoff: 800 eV
density cutoff ratio: 5
exchange-correlation grid ratio: 1
k mesh: 1 x 1 x 1, shifted by 0.5 0.5 0 of a step
self-consistency stop: 1e-11 eV per atom in the density residual
occupations: fixed
spin: none
net charge: 0
applied field: sawtooth along c, amplitude +0.015 V/angstrom in the program's sign convention, ramp centred at 0.9894 of c and 0.0212 of c wide, no dipole correction

Cell vectors (angstrom)
a	10.887	0	0
b	0	10.887	0
c	0	0	47.1967

Atoms: element, x, y, z (angstrom)
Si	-0.0005	-0.3135	33.6597
Si	2.854	2.6165	33.6737
Si	0.6612	4.9809	33.2904
Si	2.2615	8.4925	33.4058
Si	5.3746	0.6094	33.7219
Si	7.8099	3.1428	33.7075
Si	5.4514	5.1292	33.6846
Si	8.0907	8.0197	33.1088
Si	1.3019	1.2773	34.824
Si	4.0698	3.9736	35.1335
Si	1.3327	6.7846	34.785
Si	4.0687	9.6401	34.6062
Si	6.7713	1.6328	35.2236
Si	9.6696	4.1578	34.6669
Si	6.7134	6.8407	34.6742
Si	9.396	9.2669	34.8277
Si	-0.0333	2.7176	36.1269
Si	2.7199	-0.0378	36.1589
Si	-0.1024	7.9942	36.2278
Si	2.7036	5.5044	36.2415
Si	5.3999	2.7966	36.6113
Si	8.1499	-0.035	36.1757
Si	5.3849	8.238	36.0366
Si	8.2012	5.5115	36.0652
Si	1.3024	4.0871	37.5229
Si	3.9896	1.2914	37.6694
Si	1.3353	9.4574	37.4825
Si	4.1172	6.8677	37.5157
Si	6.8959	4.2075	37.6332
Si	9.5343	1.3458	37.5101
Si	6.7334	9.5296	37.4998
Si	9.4491	6.7423	37.6226
Si	0.0135	-0.0124	38.8516
Si	2.644	2.7259	38.9226
Si	-0.0448	5.3913	38.94
Si	2.7169	8.1577	38.8972
Si	5.406	-0.0494	38.9521
Si	8.2034	2.7163	38.9153
Si	5.4722	5.5412	38.9277
Si	8.0987	8.1812	38.8876
Si	1.3247	1.3371	40.2822
Si	4.0686	4.1027	40.1978
Si	1.3573	6.7737	40.2365
Si	4.0618	9.4883	40.3256
Si	6.7956	1.3561	40.2345
Si	9.5346	4.0449	40.3382
Si	6.8075	6.8484	40.3255
Si	9.4977	9.5486	40.1936
Si	0.0042	2.6802	6.9932
Si	2.7062	0.0027	6.9585
Si	-0.0223	8.179	6.8302
Si	2.7132	5.4088	6.9195
Si	5.4381	2.7531	6.8522
Si	8.1476	-0.0116	6.9086
Si	5.4414	8.1475	7.0093
Si	8.166	5.4514	6.9685
Si	1.3983	4.0397	8.3359
Si	4.127	1.4012	8.2363
Si	1.3038	9.485	8.2472
Si	4.0922	6.7172	8.3015
Si	6.7438	4.0922	8.2762
Si	9.461	1.3541	8.2929
Si	6.8421	9.5093	8.3318
Si	9.5779	6.8475	8.2546
Si	-0.0579	-0.0202	9.5963
Si	2.8643	2.7366	9.6944
Si	0.008	5.4624	9.6128
Si	2.6773	8.0707	9.5498
Si	5.4496	0.0284	9.5979
Si	8.0763	2.7333	9.6224
Si	5.4428	5.4051	9.7521
Si	8.2349	8.138	9.6958
Si	1.3951	1.3304	10.8117
Si	4.2017	4.0304	11.2705
Si	1.4797	6.6664	11.0156
Si	4.0129	9.5032	10.7832
Si	6.7713	1.3584	11.0418
Si	9.3423	4.2363	10.8866
Si	6.8511	6.7776	11.0541
Si	9.552	9.5397	11.0799
Si	0.055	2.8996	11.8466
Si	2.614	-0.1414	12.1665
Si	0.1331	8.0938	12.2516
Si	2.8594	5.4084	12.6679
Si	5.4941	2.5365	12.6934
Si	8.1218	0.0482	12.4327
Si	5.4321	8.2695	12.128
Si	7.9937	5.356	12.591
Si	0.9678	4.234	13.6049
Si	3.9549	0.983	13.6451
Si	1.7596	9.0756	13.657
Si	4.2138	7.1402	13.7646
Si	7.2051	3.3704	14.249
Si	9.6595	1.6317	13.2303
Si	6.3449	9.8363	13.6483
Si	9.761	6.6214	13.4941
Si	1.2081	-0.795	16.3918
Si	0.1544	7.9264	18.2119
Si	7.9073	22.6017	27.4343
Si	13.2027	4.5635	23.7328
Si	0.7408	3.2933	19.604
Si	18.5479	13.0055	17.102
Si	-0.14	1.6622	17.5506
Si	6.213	7.5005	21.84
Si	-3.4626	15.1646	22.6831
Si	-1.121	3.4593	15.5315
Si	8.9116	-2.9668	25.823
Si	13.8169	18.4194	19.2158
Si	7.0686	31.7365	20.5352
Si	17.2404	7.8669	15.8065
Si	-12.8085	12.7723	22.8648
Si	8.8862	32.3577	24.9855
Si	5.2239	12.2049	21.2818
Si	-0.43	10.1362	27.2504
Si	-1.7352	13.0842	19.7505
Si	-8.3292	5.3003	20.8243
Si	9.0139	-4.3772	16.2925
Si	4.0248	6.8082	31.6574
Si	16.01	-5.1249	19.6227
Si	3.4953	-0.2889	19.4533
Si	6.3823	17.2353	26.5787
Si	-0.8225	-12.8353	21.0311
Si	4.1066	0.86	31.2451
Si	6.4241	3.2673	26.5929
Si	-2.144	14.3861	29.81
Si	19.9607	6.7962	23.1362
Si	10.3448	18.0863	28.1677
Si	-15.7596	2.135	29.1263
Si	-1.2208	11.611	29.8327
Si	-6.0056	5.9835	23.8772
Si	12.3131	21.1297	31.0214
Si	12.8031	-2.1984	28.507
Si	5.9289	-0.5179	17.6995
Si	5.8849	19.8956	31.1961
Si	-10.2607	11.4305	20.0857
Si	-6.8288	9.4988	15.5449
Si	10.1503	-6.7333	24.126
Si	-1.133	6.1003	31.1151
Si	4.941	13.9854	23.8317
Si	6.573	25.2135	19.7502
Si	-2.6911	11.6377	32.201
Si	19.7879	4.6506	26.936
Si	4.6756	18.4842	28.8916
Si	12.0278	23.4666	15.0148
O	-6.3976	5.4468	32.3804
O	0.2403	5.5453	31.7963
O	5.4482	-4.2446	27.8639
O	-2.0281	4.7956	30.7636
O	6.6795	4.1894	33.1691
O	3.9892	6.6704	30.0485
N	9.8161	8.5303	27.1803
O	7.4967	7.4906	26.4567
O	5.7868	8.5428	29.6375
O	2.6445	7.4106	32.2201
O	2.4121	6.9013	20.6279
N	15.0243	12.4702	32.8195
N	0.5842	3.3293	15.0882
O	0.0095	5.5103	13.8682
O	2.7264	1.6299	14.6001
N	4.9171	-0.2489	14.4725
O	-5.4279	3.0229	27.8846
O	6.1225	9.0354	21.4451
N	7.7011	2.5272	18.8383
O	5.3188	6.8639	15.0002
O	17.8069	13.9426	15.9095
O	10.5205	8.1258	19.7164
N	8.8562	2.867	14.1703
O	7.1019	8.8306	14.7148
O	11.1434	9.3499	17.4582
O	19.8926	1.6694	21.275
N	10.1784	0.9582	19.0209
O	-4.7234	6.6708	20.4566
O	18.6139	-0.051	26.0982
O	1.6851	4.5722	19.6918
O	4.9666	18.055	22.7893
O	9.6974	16.9338	27.2361
O	2.5693	11.3983	30.8834
O	6.878	11.5439	17.0167
N	19.8859	15.9406	23.0778
O	10.0189	7.8209	22.2423
O	-4.9159	15.528	18.8344
O	4.9831	-0.5238	31.2771
O	-1.4635	7.2939	14.9459
O	9.189	14.771	28.3131
O	0.861	-8.0231	18.0473
N	9.3642	13.1678	16.7408
O	-2.2922	9.5722	20.8351
O	6.7885	-1.1227	18.9473
N	14.0925	8.3755	14.4507
N	7.1822	4.8287	26.642
O	7.3076	25.8795	21.0557
O	11.7335	9.4944	14.9401
O	15.059	17.525	18.6498
O	14.3973	-1.8974	19.5207
O	19.5303	-1.8418	24.6686
O	1.9773	15.5907	22.1698
O	-8.0458	9.9898	16.507
O	7.5436	7.1353	22.6842
O	12.8164	10.9595	19.2121
O	0.0774	10.8503	30.3875
O	-1.369	6.8624	24.7242
N	11.738	11.728	16.4628
O	6.6311	11.423	21.0627
O	11.9915	2.0304	20.6255
O	9.5814	25.7734	25.6331
O	-7.5755	3.296	23.9904
O	-11.766	-3.9602	17.4904
O	3.4863	-2.4355	28.1482
O	1.0827	18.2128	28.1966
O	-4.2103	11.6505	28.4992
O	4.1381	5.0001	20.6756
O	-1.6956	4.9078	16.0389
O	-3.4209	-3.9062	16.6027
O	-10.6915	21.1321	21.1432
N	1.162	9.6856	32.6449
O	7.6726	-8.1133	23.2689
O	5.312	13.4439	20.2514
O	-14.4032	8.8782	31.8716
O	8.3267	0.2794	30.6602
N	5.7721	4.5768	23.3247
O	8.182	2.3573	32.3311
O	-0.847	14.4675	19.8547
O	1.1192	9.9343	27.763
O	-0.5572	-0.1325	25.7387
O	4.7985	12.6871	30.123
N	16.2648	9.0482	16.6504
O	-5.3394	-8.0721	25.3142
O	-5.7676	7.9093	32.0953
O	-5.4489	-4.4244	25.296
O	-9.0108	19.89	30.0937
O	11.7108	4.6195	24.363
O	-1.8368	6.9828	32.2784
O	1.8296	14.6999	33.0064
O	8.8201	11.3579	23.5989
O	-3.1405	2.3261	26.7918
O	14.1737	5.7869	24.1477
O	5.0899	1.8523	22.8019
O	4.5794	11.0661	18.3233
O	9.9286	-3.9091	29.7415
O	9.8053	13.1994	30.1394
O	10.2548	13.5661	23.4326
O	6.7831	11.1504	32.8403
N	-1.4611	11.2356	28.1743
O	-6.9123	11.2594	20.8603
O	-10.8034	22.7287	13.99
O	-3.6825	24.7561	29.8319
O	1.6928	18.292	18.1866
O	-1.2506	11.2432	32.8291
H	0.5099	2.1658	41.2147
H	2.1606	0.5296	41.2147
H	4.8964	3.287	41.1302
H	3.2317	4.9092	41.1302
H	0.5431	7.6031	41.1689
H	2.1764	5.9492	41.1689
H	3.2538	10.3236	41.258
H	4.8952	8.6783	41.258
H	5.9857	2.1896	41.167
H	7.6127	0.5296	41.167
H	8.7241	4.8779	41.2706
H	10.3539	3.2207	41.2706
H	7.6178	6.0151	41.2579
H	5.9653	7.6492	41.2579
H	8.6688	10.3632	41.1261
H	10.3187	8.7261	41.1261
H	0.8189	1.8515	6.0608
H	-0.8152	3.5045	6.0608
H	3.5142	-0.8327	6.026
H	1.8703	0.8101	6.026
H	-0.8433	9.0016	5.8978
H	0.7919	7.3497	5.8978
H	3.5501	4.6024	5.987
H	1.8942	6.2333	5.987
H	4.6103	3.5689	5.9198
H	6.2481	1.9196	5.9198
H	8.9765	-0.8262	5.9762
H	7.3305	0.815	5.9762
H	4.608	8.9574	6.0769
H	6.2836	7.3466	6.0769
H	7.3558	6.2846	6.036
H	8.9765	4.6184	6.036

Results
free energy: -148980.449 eV
free energy less fixed offsets of H -15.71, N -386.36, O -570.45, Si -639.56 eV per atom: 0.271 eV

Forces (eV/angstrom), in the order of the atoms: element, x, y, z
Si	-0.0057	0.0043	0.0123
Si	0.0024	0.0096	0.0116
Si	0.0008	0.0006	0.0269
Si	0.0059	-0.0064	0.0196
Si	0.0089	-0.0005	0.0278
Si	0.0025	-0.0126	0.0247
Si	-0.0078	-0.0052	0.0144
Si	-0.0076	0.0039	0.0307
Si	0.0062	-0.0128	-0.0155
Si	0.0062	-0.008	-0.0179
Si	-0.0009	0.009	-0.0166
Si	-0.0017	0.0101	-0.0185
Si	-0.0093	0.0083	-0.0202
Si	-0.007	0.0089	-0.0107
Si	0.0055	-0.005	-0.0094
Si	0.0084	-0.0081	-0.0165
Si	-0.0001	0.0061	0.0142
Si	0.0033	0.011	0.014
Si	-0.0009	0.0029	-0.0026
Si	0.0013	-0.0042	0.0097
Si	-0.0103	-0.0166	-0.0031
Si	-0.0051	0.006	0.0129
Si	-0.0017	0.0011	0.0057
Si	0.0022	-0.006	0.0021
Si	0.0092	0.0007	0.0199
Si	0.022	0.0247	0.0001
Si	-0.0001	-0.0023	0.0225
Si	0.0028	-0.0139	0.0268
Si	0.0058	0.0001	0.014
Si	-0.0093	-0.0062	0.0269
Si	-0.0099	0.0018	0.033
Si	-0.0128	-0.0134	0.0152
Si	0.015	-0.0144	0.1759
Si	0.0032	-0.0285	0.1685
Si	-0.0054	0.0298	0.1887
Si	-0.0209	0.0341	0.1941
Si	-0.0119	0.013	0.178
Si	-0.0439	0.042	0.1843
Si	0.0025	-0.0323	0.1742
Si	0.0379	-0.0113	0.1671
Si	0.0364	0.1026	0.2473
Si	0.0747	0.0415	0.2784
Si	-0.094	0.038	0.2819
Si	-0.0478	0.0473	0.2257
Si	-0.0652	0.0296	0.3231
Si	0.0243	-0.0968	0.3327
Si	-0.1801	0.0911	0.4193
Si	0.0284	-0.0812	0.2804
Si	0.0339	0.067	-0.2869
Si	0.0079	-0.026	-0.2397
Si	0.004	0.0209	-0.4378
Si	0.0442	-0.0751	-0.1767
Si	0.0175	-0.0211	-0.3934
Si	-0.0541	-0.0445	-0.1931
Si	0.1512	-0.1513	-0.2897
Si	0.0182	0.0344	-0.2125
Si	-0.0333	0.0353	-0.1572
Si	0.0109	-0.0301	-0.1938
Si	0.0472	-0.0012	-0.1722
Si	-0.0158	0.0036	-0.1748
Si	0.0286	-0.0079	-0.2002
Si	-0.0112	0.0011	-0.1681
Si	0.0255	-0.0156	-0.1712
Si	-0.0347	-0.0167	-0.1858
Si	0.0007	-0.0087	-0.0267
Si	-0.0196	-0.0125	-0.0355
Si	0.0044	-0.0011	-0.0053
Si	-0.003	0.0146	-0.0075
Si	-0.014	-0.0024	-0.0191
Si	0.0121	0.0118	-0.0185
Si	-0.0006	0.0153	-0.0298
Si	0.0051	0.0076	-0.0274
Si	0.0051	-0.0083	-0.0096
Si	-0.005	0.0003	-0.0048
Si	-0.0095	0.0156	-0.0053
Si	-0.0065	0.005	0.0011
Si	0.0055	-0.0079	-0.0075
Si	0.004	-0.0023	-0.0017
Si	0.011	-0.004	-0.0057
Si	0.0068	-0.0066	-0.0046
Si	-0.008	-0.0002	0.0233
Si	0.0077	-0.0083	0.0153
Si	0.0028	0.0024	0.0131
Si	-0.0069	0.0072	0.0108
Si	0.0018	-0.01	0.0135
Si	0.0015	0.0104	0.008
Si	-0.0091	0.0089	0.0238
Si	0.0097	-0.0003	0.011
Si	-0.012	-0.0066	0.003
Si	-0.0133	-0.0094	0.0015
Si	-0.0095	0.0085	0.0001
Si	0.0118	0.0118	0.0028
Si	0.0155	-0.0166	0.0121
Si	0.0076	0.0087	0.0116
Si	0.0018	-0.0203	0.0036
Si	0.0044	0.0098	0.0085
Si	-0.0072	-0.0036	0.0232
Si	0.0034	-0.0003	0.0347
Si	-0.0015	-0.0016	0.0306
Si	-0.0008	0.0003	0.0262
Si	0.0035	0.0062	0.0238
Si	0.0053	-0.0067	0.0411
Si	-0.0002	0	0.0332
Si	0.0019	-0.0046	0.0332
Si	0.0013	0.0026	0.0324
Si	-0.0023	-0.0036	0.0237
Si	0.0018	0.0023	0.0357
Si	0.0041	-0.0054	0.0224
Si	-0.0028	-0.0056	0.0342
Si	0.0037	0.0032	0.0257
Si	0.0018	-0.0038	0.0407
Si	0.003	-0.0044	0.0348
Si	0.0025	0.0056	0.0348
Si	0.0046	0.003	0.0256
Si	0.0012	-0.0011	0.0389
Si	0.0015	-0.0053	0.0289
Si	0.0047	0.005	0.027
Si	0	-0.0033	0.0365
Si	0.0085	0	0.0287
Si	0.0002	-0.0002	0.0323
Si	-0.0005	0.0033	0.0335
Si	-0.005	-0.0051	0.0305
Si	-0.0012	-0.0039	0.0303
Si	0.0055	-0.0022	0.0338
Si	-0.0008	-0.0005	0.0349
Si	0.0031	-0.0049	0.0381
Si	0.0047	-0.0024	0.0369
Si	-0.004	-0.0035	0.0361
Si	-0.0015	-0.0017	0.0302
Si	0.0049	0.0046	0.0343
Si	0.0031	0.0016	0.0355
Si	0.0079	-0.0015	0.028
Si	0.003	0.0035	0.0367
Si	0.0016	0.002	0.0331
Si	0.0001	-0.0024	0.0184
Si	-0.0024	-0.0037	0.0225
Si	-0.0017	0.0037	0.0276
Si	0.003	-0.0002	0.0394
Si	0.0045	0.0052	0.0351
Si	-0.0056	0.008	0.0371
Si	-0.0069	0.0042	0.0405
Si	0.0006	0.0006	0.0387
Si	-0.0025	0.0048	0.038
Si	-0.0046	-0.0085	0.0202
O	-0.0025	0.0094	-0.0226
O	-0.0073	0.0028	-0.0172
O	0.0103	-0.0073	-0.0302
O	-0.0019	-0.0065	-0.0177
O	-0.0009	0.0001	0.0009
O	0.003	0.0038	-0.0254
N	-0.0073	0.0001	-0.021
O	0.0036	-0.0007	-0.013
O	-0.0041	-0.0071	-0.0216
O	0.0057	-0.0021	-0.0094
O	0.0016	0.0076	-0.0136
N	-0.0038	-0.0028	-0.0082
N	0.0092	0.0074	-0.0078
O	0.0045	-0.0048	-0.0036
O	0.0147	0.0027	-0.0112
N	0.0073	0.0133	-0.0278
O	0.003	0.0069	-0.0212
O	0.0028	0.0045	-0.0104
N	0.0004	-0.0043	-0.02
O	-0.0105	-0.0055	-0.0115
O	-0.0073	0.0184	-0.0411
O	0.0059	-0.0046	-0.0179
N	-0.0135	-0.0044	-0.0138
O	0.0028	0.01	-0.0123
O	0.0054	0.0082	-0.0164
O	0.003	0.0035	-0.0317
N	0.0019	0.0019	-0.0158
O	-0.0021	-0.0038	-0.0111
O	0.0056	-0.0014	-0.0225
O	-0.003	-0.0048	-0.0107
O	0.0037	0.0063	-0.0126
O	-0.0037	-0.0041	-0.0108
O	-0.001	-0.0013	-0.0039
O	0.0005	0.0043	-0.0171
N	-0.0035	-0.0017	-0.0081
O	0.0061	0.0129	-0.0199
O	0.0023	-0.0003	-0.0098
O	-0.0013	0.0002	-0.0141
O	0.001	-0.0039	-0.0192
O	-0.0013	0.0056	-0.0269
O	-0.0034	-0.0038	-0.0151
N	0.0023	0.0075	-0.0297
O	-0.0025	0.0027	-0.0076
O	-0.0032	0.0035	-0.0274
N	-0.0065	-0.01	-0.0161
N	-0.0018	0.0016	-0.0139
O	-0.0014	-0.0072	-0.0276
O	0.0046	-0.0008	-0.0153
O	0.0002	0.0034	-0.009
O	-0.0008	0.0001	-0.0057
O	-0.0006	-0.0005	-0.0141
O	0.0015	0.0031	-0.027
O	0.0071	-0.0027	-0.0135
O	-0.0059	0.0034	-0.0151
O	0.0025	-0.0004	-0.0052
O	-0.0051	0.0019	-0.0097
O	0.0045	-0.0046	-0.0209
N	0.0055	0.0048	-0.0266
O	0.0006	-0.0029	-0.0097
O	-0.0018	-0.0002	-0.0154
O	0.009	-0.0007	-0.0293
O	0.0023	0.0005	-0.0012
O	-0.0075	-0.0051	-0.0172
O	-0.0005	0.0004	0.001
O	-0.0041	-0.0015	-0.0125
O	0.0041	0.0001	-0.0081
O	0.0025	0.0017	-0.0066
O	0.0002	-0.0058	-0.0072
O	-0.0027	-0.0002	-0.0178
O	0.0027	0.0053	-0.0171
N	0.0048	0.004	-0.0082
O	0.0011	0.0002	-0.0117
O	0.0039	0.0013	-0.0088
O	-0.005	0.0029	-0.0137
O	0.007	0.0012	-0.0218
N	0.0075	-0.0006	-0.0216
O	0.003	-0.0009	-0.0157
O	0.0026	-0.0032	-0.0227
O	-0.0074	0.002	-0.0116
O	-0.0038	0.0023	-0.0187
O	0.0098	0.0045	-0.0195
N	-0.0038	-0.0041	-0.0275
O	-0.0091	0.0001	-0.0296
O	-0.001	0.0006	-0.0138
O	-0.0082	-0.003	-0.0248
O	0.0008	-0.0034	-0.0268
O	0.0056	-0.0021	-0.002
O	0.0027	-0.0047	-0.0147
O	-0.0064	-0.0003	-0.0106
O	0.0019	0.0108	-0.0277
O	-0.0031	0.0052	-0.0161
O	0.0004	-0.0009	-0.0143
O	0.0018	-0.0086	-0.0186
O	0.0074	-0.0023	-0.0144
O	0.0021	0.0075	-0.0285
O	0.001	0.0008	-0.0131
O	-0.0021	-0.0036	-0.0166
O	0.0004	-0.0064	-0.0218
N	-0.0035	-0.0067	-0.019
O	-0.0045	-0.0044	-0.0154
O	-0.011	-0.0012	-0.0092
O	-0.0026	-0.0004	-0.0065
O	-0.0039	0.0043	-0.0168
O	-0.0052	0.0045	-0.0094
H	0.2159	-0.4663	-0.2777
H	-0.2562	0.2674	-0.3275
H	-0.2628	0.2696	-0.2816
H	0.3894	-0.3064	-0.2425
H	0.2442	-0.2231	-0.2538
H	-0.3493	0.3506	-0.2335
H	0.2627	-0.278	-0.279
H	-0.4274	0.2332	-0.2849
H	0.2635	-0.2782	-0.2541
H	-0.3111	0.3602	-0.2291
H	0.1654	-0.282	-0.3096
H	-0.3313	0.3735	-0.2284
H	-0.1826	0.2502	-0.3389
H	0.4457	-0.2709	-0.2129
H	0.3864	-0.2899	-0.2648
H	-0.2615	0.2051	-0.275
H	-0.3999	0.3062	0.249
H	0.3299	-0.1599	0.263
H	-0.2321	0.3003	0.2448
H	0.3602	-0.3468	0.2269
H	0.3242	-0.3248	0.2303
H	-0.2418	0.252	0.252
H	-0.4427	0.271	0.2511
H	0.2432	-0.2145	0.3471
H	0.342	-0.3536	0.2322
H	-0.1841	0.3472	0.257
H	-0.2852	0.3449	0.2964
H	0.1821	-0.3449	0.3053
H	0.2475	-0.2638	0.3103
H	-0.3081	0.3409	0.2082
H	0.3235	-0.3026	0.2149
H	-0.2695	0.2317	0.2556

The program warned: the cutoff lies below the one the program advises for these potential files; the forces do not sum to zero within the program's tolerance; empty levels may hold ghost states of the PAW files; the exchange-correlation potential is rough where the density is thin.
